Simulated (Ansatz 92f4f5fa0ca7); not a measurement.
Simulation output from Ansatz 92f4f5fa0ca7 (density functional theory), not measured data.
Periodic cell of 462 atoms, Si286O176, from a study of silicon, its oxide and their interface. The atomic structure is a simulated model.
This geometry differs little from another in the collection (a relaxation step or a small displacement).

Settings: functional r2SCAN; potential files Ansatz PAW; basis plane waves; wave-function cutoff 800 eV; density cutoff ratio 5; exchange-correlation grid ratio 1; k mesh 1 x 1 x 1, Gamma-centred; self-consistency stop 1e-10 eV per atom in the density residual; occupations fixed; spin none; net charge 0.

Cell vectors (angstrom)
a	16.332	0	0
b	0	16.332	0
c	0	0	29.7535

Atoms and the computed forces on them: element, x, y, z (angstrom), force x, y, z (eV/angstrom)
Si	1.313	1.12	1.283	-0.001	0	-0.001
Si	2.645	1.995	-0.432	0.001	0.004	0.003
Si	-0.689	5.951	0.116	-0.002	0.004	-0.003
Si	3.45	10.195	-4.265	0.001	0	0.002
Si	1.308	12.147	1.076	0.001	0	0.002
Si	0.266	11.389	-0.953	-0.004	-0.005	0.001
Si	5.215	0.124	-0.188	-0.001	0.001	0
Si	9.795	4.288	1.396	0.001	0.001	0.002
Si	5.039	5.447	-0.089	-0.004	0	-0.004
Si	7.241	8.131	0.143	0.002	0.003	-0.003
Si	5.887	10.098	0.052	-0.001	-0.002	0.002
Si	8.473	13.187	0.236	-0.003	0.004	-0.004
Si	9.501	-1.518	1.514	0.001	0.001	0
Si	13.505	2.892	-0.126	0	-0.002	0
Si	11.686	5.329	-0.651	0.002	-0.001	0
Si	13.433	6.856	-0.181	0.003	-0.002	0
Si	10.377	11.794	-0.1	0.002	-0.007	0
Si	14.835	14.87	1.213	0.001	0	0
Si	0.188	-0.414	-0.017	0	0.001	0.001
Si	3.961	4.107	1.378	-0.004	-0.002	-0.007
Si	1.176	6.786	1.374	0.002	-0.003	0.001
Si	2.877	7.724	0.053	0.004	-0.001	-0.001
Si	2.547	13.81	-0.084	0	0	0.001
Si	4.124	14.918	1.231	-0.001	-0.001	-0.001
Si	6.812	1.352	1.063	0	-0.001	0.001
Si	8.185	2.437	-0.582	0.001	0	-0.001
Si	6.43	6.499	1.486	0.001	-0.002	0.005
Si	9.558	9.43	1.467	-0.001	0	-0.007
Si	6.787	11.976	1.274	0	0	-0.002
Si	11.066	15.477	-0.122	0	-0.001	0
Si	12.4	1.453	1.347	0.001	-0.001	0.004
Si	14.992	4.062	1.274	-0.001	-0.002	0.001
Si	12.833	7.35	1.948	0.002	0.001	-0.003
Si	14.376	9.125	1.884	-0.004	-0.001	-0.003
Si	12.044	12.37	1.5	-0.003	-0.001	0.002
Si	12.976	13.974	0.073	0	-0.003	-0.002
Si	0.037	2.658	2.588	0.002	0	-0.001
Si	2.765	-0.101	2.659	0	-0.001	0
Si	-0.012	8.195	2.819	0.002	0.001	0
Si	2.584	5.437	2.768	0	0.001	0.001
Si	-0.066	13.491	2.538	-0.001	-0.002	-0.002
Si	2.678	10.836	2.536	0	0	-0.001
Si	5.47	2.696	2.555	0.002	-0.001	0
Si	8.139	0.052	2.574	0	0	0
Si	5.299	8.029	2.843	-0.003	0.001	0.001
Si	8.153	5.42	2.665	0	0	0
Si	5.47	13.511	2.553	0	-0.001	0
Si	8.167	10.811	2.785	-0.001	-0.001	0.001
Si	11.029	2.802	2.744	-0.001	-0.001	0.001
Si	13.648	-0.025	2.693	0	0.001	0
Si	10.946	8.245	2.894	0.001	-0.001	-0.001
Si	13.749	5.399	2.854	0	-0.002	0.001
Si	10.838	13.637	2.991	0.001	0.001	0
Si	13.408	10.978	2.874	0	-0.002	-0.001
Si	1.31	4.003	4.079	0	0	-0.001
Si	4.119	1.321	3.971	-0.001	0.001	0.001
Si	1.363	9.587	4.071	0.001	0.001	0.001
Si	3.932	6.757	4.202	0.001	-0.001	-0.001
Si	1.335	14.875	3.952	0	-0.001	0.001
Si	4.046	12.221	3.933	-0.001	0	0.001
Si	6.802	4.033	4.011	0.001	0	0
Si	9.542	1.404	3.977	0	-0.001	0
Si	6.775	9.433	4.089	-0.001	-0.002	0
Si	9.509	6.793	4.063	0	0	0.001
Si	6.811	14.945	3.939	0	0	0
Si	9.474	12.192	4.212	0	0	-0.001
Si	12.318	4.109	4.178	0.001	-0.001	0
Si	15.014	1.353	4.028	-0.001	-0.002	0
Si	12.187	9.603	4.306	-0.001	-0.001	0.001
Si	15.071	6.764	4.216	-0.001	0	0.001
Si	12.282	15.023	4.166	0.001	0.002	0
Si	14.947	12.268	4.076	0	0.001	0.001
Si	0.039	-0.043	5.363	0.001	0.001	0.001
Si	2.737	2.661	5.369	0	-0.001	0.001
Si	0.044	5.388	5.54	0	-0.001	0
Si	2.646	8.207	5.505	0	0	0
Si	-0.015	10.914	5.445	0	0	0
Si	2.711	13.572	5.363	0.001	0	0
Si	5.462	-0.037	5.345	0	0.001	0
Si	8.176	2.708	5.401	0.001	0	0
Si	5.419	5.365	5.41	-0.001	0	0
Si	8.169	8.131	5.456	0	0	0
Si	5.401	10.88	5.355	0	0	0
Si	8.112	13.632	5.429	-0.001	0.001	0
Si	10.869	0.065	5.431	0	0	0
Si	13.68	2.709	5.463	0	-0.001	0
Si	10.881	5.458	5.461	0	-0.001	0
Si	13.626	8.157	5.508	0.002	-0.001	-0.001
Si	10.832	10.898	5.623	0	0	0.001
Si	13.644	13.636	5.491	0	0	-0.001
Si	1.379	1.325	6.76	0	0	0
Si	4.061	4.007	6.774	0.001	0	0
Si	1.344	6.812	6.869	-0.001	0	0
Si	4.07	9.573	6.788	0	0.001	0
Si	1.364	12.266	6.799	0.001	0	-0.001
Si	4.088	14.969	6.726	0	-0.001	0
Si	6.814	1.326	6.746	0	0	0.001
Si	9.527	4.073	6.799	0	-0.001	0
Si	6.795	6.75	6.751	0.001	-0.001	0
Si	9.507	9.469	6.881	0	-0.001	-0.001
Si	6.749	12.247	6.759	0	-0.001	0
Si	9.508	14.991	6.77	-0.001	0	0
Si	12.27	1.382	6.797	0.001	-0.001	0
Si	14.979	4.074	6.881	0	-0.002	-0.001
Si	12.23	6.803	6.851	0	-0.001	0
Si	14.991	9.53	6.834	0	0	0
Si	12.277	12.256	6.86	0.001	0	0
Si	15.023	15.004	6.81	0	0	0
Si	0.037	2.707	8.176	0.001	0	-0.001
Si	2.767	0.009	8.133	0	0	-0.001
Si	-0.024	8.171	8.226	0	-0.001	0
Si	2.749	5.432	8.131	0	-0.002	0
Si	0.035	13.644	8.184	-0.001	-0.001	0
Si	2.73	10.931	8.184	0	0	0
Si	5.438	2.663	8.136	-0.001	0.001	0
Si	8.141	-0.012	8.161	0	-0.001	0
Si	5.452	8.159	8.063	-0.001	0	0
Si	8.174	5.453	8.156	0.001	0	0
Si	5.429	13.626	8.137	0.001	0	0
Si	8.152	10.894	8.118	0	0.001	0
Si	10.917	2.726	8.164	-0.001	-0.001	0
Si	13.654	0.039	8.154	0	0	0.001
Si	10.886	8.131	8.258	0.001	0	0
Si	13.571	5.435	8.228	0	0	0
Si	10.899	13.648	8.127	0	-0.001	0
Si	13.636	10.87	8.22	0	0	0
Si	1.406	4.091	9.517	-0.001	-0.002	0
Si	4.132	1.306	9.578	0.002	0	0
Si	1.37	9.553	9.533	0	0.001	0
Si	4.084	6.84	9.433	0	0.001	0
Si	1.426	15.012	9.518	0.001	0.001	0
Si	4.095	12.314	9.546	-0.001	-0.001	0
Si	6.746	4.126	9.442	0	0	0
Si	9.549	1.338	9.477	-0.001	0	0
Si	6.863	9.451	9.413	0.001	-0.001	0
Si	9.535	6.751	9.622	-0.001	-0.001	0
Si	6.787	14.956	9.558	-0.001	0	0
Si	9.534	12.271	9.456	0.001	0.001	0.001
Si	12.22	4.063	9.609	0.001	0	0
Si	14.969	1.42	9.565	0	0	-0.001
Si	12.278	9.486	9.602	0	0	-0.001
Si	14.922	6.818	9.583	0.001	-0.001	-0.001
Si	12.301	14.97	9.46	0.001	0	0.001
Si	14.99	12.278	9.543	0.001	0	0.001
Si	0.092	0.1	10.835	0.001	0.001	0.001
Si	2.857	2.822	10.877	0.001	0	0.001
Si	-0.023	5.425	10.861	0	0	0
Si	2.718	8.139	10.834	0	-0.001	0
Si	0.027	10.929	10.896	-0.001	0	0
Si	2.732	13.681	10.964	0.001	-0.002	0
Si	5.383	-0.139	11.037	0	0.001	-0.002
Si	8.106	2.735	10.706	-0.001	0	0
Si	5.466	5.591	10.817	0	0	0
Si	8.193	8.192	10.923	0	0	0
Si	5.551	10.844	10.679	0	-0.001	0.001
Si	8.228	13.617	10.876	0	-0.001	-0.001
Si	10.959	-0.04	10.81	0	-0.001	-0.001
Si	13.594	2.752	11.014	-0.001	-0.002	0
Si	10.836	5.337	11.032	0	-0.001	-0.001
Si	13.586	8.11	11.055	0	-0.001	0
Si	10.913	10.952	10.826	0	0.001	0
Si	13.627	13.654	10.896	0.001	-0.001	0
Si	1.436	1.536	12.176	0	0	0
Si	4.123	4.327	12.235	-0.001	0	0.001
Si	1.289	6.806	12.199	0	-0.001	0
Si	4.181	9.541	12.017	0	0.001	-0.001
Si	1.379	12.307	12.268	0.001	0	0.001
Si	3.902	14.978	12.567	-0.002	-0.002	0.002
Si	6.928	1.26	12.07	-0.001	0.002	0
Si	9.307	3.989	12.285	0.001	-0.001	0
Si	6.79	6.891	12.304	-0.001	0.001	0
Si	9.622	9.584	12.197	-0.001	-0.002	0
Si	6.984	12.06	12.091	-0.006	0.005	0.004
Si	9.705	14.893	12.228	0.001	-0.001	0.001
Si	12.173	1.32	12.281	0.002	0	0
Si	15.014	4.139	12.359	0.001	0	-0.002
Si	12.253	6.601	12.449	0	0	0
Si	15.005	9.601	12.27	0	0	0
Si	12.228	12.271	12.26	0.001	0	-0.001
Si	15.057	15.077	12.141	-0.002	0.001	0.001
Si	1.6	4.101	15.088	-0.001	0.001	-0.002
Si	2.663	0.285	13.685	0.004	0.001	0.004
Si	0.087	8.276	13.584	0	0	0
Si	2.711	5.62	13.631	0	-0.001	-0.001
Si	-1.707	12.846	14.791	0	0	-0.001
Si	2.993	11.006	13.368	-0.002	-0.002	-0.003
Si	5.791	3.613	13.726	0	-0.002	-0.003
Si	8.608	0.275	13.306	-0.003	-0.001	0.002
Si	6.462	10.129	14.868	-0.002	-0.003	0.003
Si	9.142	6.858	15.738	0.001	-0.001	-0.004
Si	4.283	14.121	14.88	-0.005	-0.001	-0.011
Si	8.319	10.913	13.65	0.002	0.001	0.002
Si	10.191	2.094	13.369	-0.001	0.001	0
Si	15.307	1.263	14.832	0.001	-0.003	0.002
Si	12.537	9.379	14.82	0.001	-0.001	0
Si	14.853	7.262	15.077	0	0.001	0
Si	10.973	13.615	13.777	0.001	0	0
Si	16.401	13.788	13.579	0.003	-0.003	0
Si	0.182	2.839	13.615	0.001	-0.001	0.001
Si	4.023	2.332	15.716	0	-0.001	-0.004
Si	1.964	9.313	14.567	-0.001	0.001	0.001
Si	3.266	7.475	16.986	0	-0.001	-0.002
Si	1.089	15.427	15.003	0	0.007	0.005
Si	4.964	11.983	14.313	0.008	0.003	-0.001
Si	7.68	5.145	13.616	0	-0.002	-0.001
Si	10.639	2.314	15.595	0.002	0	-0.002
Si	5.46	8.368	13.617	0.001	0	0
Si	10.174	4.884	17.435	0.001	0.002	-0.001
Si	6.949	15.501	15.83	0.002	-0.003	-0.002
Si	9.444	12.385	15.173	-0.002	-0.001	-0.002
Si	13.382	3.055	16.12	0.001	0.001	-0.002
Si	13.7	0.052	13.564	0.001	0	-0.003
Si	10.563	10.957	16.687	0	0.001	0.001
Si	13.806	5.42	13.944	0	-0.001	-0.001
Si	12.928	14.55	14.81	-0.001	0.001	0.005
Si	13.682	11.024	13.61	0.001	0.002	-0.001
Si	21.482	6.717	21.324	0	0	-0.001
Si	12.771	-16.547	22.669	0	0	0.001
Si	-3.385	7.537	25.669	-0.002	0	0
Si	4.053	9.337	31.079	-0.001	0	-0.001
Si	15.528	28.188	23.999	-0.001	-0.001	0.003
Si	-12.764	30.804	19.326	-0.002	0.001	-0.004
Si	8.615	12.744	23.223	-0.001	0	0.001
Si	20.854	21.459	18.76	-0.001	0.001	-0.003
Si	11.62	1.254	25.009	-0.002	0	0.002
Si	6.198	20.846	27.732	0.001	0.001	0.004
Si	10.965	24.556	13.52	0	0	0
Si	26.805	3.535	23.21	0.001	0.001	0.002
Si	3.589	-8.812	14.716	0	0.001	-0.001
Si	22.436	9.866	26.696	0.002	-0.002	0.002
Si	14.074	2.338	26.579	0	0.001	-0.001
Si	17.741	25.396	27.299	0.004	-0.003	0.004
Si	3.042	13.073	26.68	0	-0.001	0.003
Si	-0.207	0.144	26.752	0	0.001	0.004
Si	1.793	10.459	22.947	0	0	0.001
Si	-3.754	11.83	27.931	0.001	-0.001	0.002
Si	5.719	12.446	18.546	0	0.002	-0.004
Si	2.894	16.986	21.145	0.001	0	-0.002
Si	15.321	14.848	19.031	0.001	0	-0.001
Si	13.041	-5.774	25.109	0	0.001	0.003
Si	32.358	20.668	25.282	-0.001	0.001	0.001
Si	19.824	10.08	18.656	-0.001	-0.001	-0.001
Si	33.027	17.387	19.748	0	0	-0.003
Si	-1.351	12.442	17.069	0.002	0	-0.001
Si	16.789	6.199	17.17	-0.001	-0.001	0
Si	32.08	6.757	26.859	-0.002	-0.002	0.007
Si	12.025	12.055	18.174	-0.001	0.003	-0.001
Si	17.233	-10.572	20.199	-0.002	0	-0.002
Si	8.595	-1.163	19.324	0	-0.003	-0.004
Si	22.561	21.036	23.437	0	0	0.003
Si	14.086	-6.731	29.404	0.006	0.003	0.003
Si	-3.845	15.028	17.946	0.004	-0.001	-0.006
Si	7.982	9.217	17.361	-0.002	0.003	-0.004
Si	-8.479	13.56	16.712	0.004	0	-0.002
Si	10.289	0.913	18.054	-0.001	-0.001	-0.003
Si	-4.087	44.526	21.132	0	0.001	-0.001
Si	-9.861	-4.741	21.259	0.001	0	-0.001
Si	10.459	-1.904	21.685	0.001	-0.001	-0.004
Si	18.98	24.608	21.106	0	0.001	-0.002
Si	19.802	12.559	21.752	-0.001	0.001	-0.001
Si	18.725	30.451	16.431	0.003	0.001	-0.005
Si	12.284	22.402	22.877	0.001	-0.001	0.002
Si	25.113	-10.737	24.383	0	0	0.003
Si	18.161	2.209	26.309	0	0.001	0.005
Si	39.475	12.62	25.537	0	-0.001	0.003
Si	23.707	20.378	18.495	-0.001	0.001	-0.002
Si	7.547	7.404	27.722	-0.005	-0.001	0.003
Si	27.073	26.724	23.219	0	-0.001	0
Si	17.641	11.173	17.015	-0.004	-0.002	-0.001
Si	21.088	2.901	25.229	0.001	0.002	0.004
Si	7.453	8.722	20.476	0	0	-0.001
Si	-2.307	2.259	21.021	-0.001	0.002	0
Si	9.806	7.628	22.262	-0.001	0	0
Si	-6.021	23.08	26.894	-0.001	-0.002	0.004
Si	22.416	1.433	17.807	-0.001	0.001	-0.003
Si	12.027	3.346	18.842	0.002	0.002	-0.001
Si	8.074	19.449	21.408	-0.001	0	-0.001
Si	30.965	13.663	21.779	0	0	-0.002
Si	4.924	16.769	23.308	0	0	0.001
Si	18.803	3.146	19.661	0	0.001	-0.002
Si	6.706	16.914	20.649	0	0.001	-0.001
Si	15.06	4.933	22.306	-0.001	0.001	-0.001
Si	4.537	30.248	24.291	0	-0.001	0.002
Si	39.803	14.875	27.597	-0.001	0.001	0.003
Si	16.306	13.387	26.584	0.001	-0.001	0.002
Si	9.547	16.58	27.229	0	0.001	0.002
O	-8.128	15.785	-2.973	0	-0.001	0
O	-9.078	-0.884	-9.553	0	0	0.001
O	3.256	-3.009	-1.486	-0.002	0	-0.003
O	14.095	2.354	-1.551	0.001	0	-0.004
O	-9.322	-7.803	-3.078	-0.001	0.002	0
O	21.874	42.878	-1.567	0.001	-0.001	0.001
O	7.053	19.933	-7.18	0	0	0
O	4.651	18.045	-12.674	0.001	0	0.002
O	-4.643	4.568	-6.772	0	0	-0.001
O	10.102	8.913	-6.556	0.001	0.001	0
O	11.03	2.148	-5.96	-0.001	0.001	-0.001
O	3.499	11.571	-3.425	0	-0.001	-0.001
O	9.266	-12.987	0.187	-0.001	-0.002	-0.001
O	12.265	-12.505	-0.619	0	0.001	-0.001
O	-4.487	-5.739	-7.706	0	0.001	-0.001
O	6.268	2.113	-16.437	0	0.002	0.002
O	6.986	5.905	-2.457	0.001	0.002	0
O	10.071	10.209	0.124	0.001	0.002	0
O	6.792	26.21	-13.286	0.005	-0.001	-0.001
O	24.519	-3.419	-4.99	0	0	-0.002
O	3.057	26.791	-5.796	-0.001	0	-0.001
O	7.662	3.924	-9.676	-0.001	0	0.001
O	11.273	6.964	-7.806	-0.001	0	-0.001
O	10.827	5.461	-2.023	0	0.001	-0.002
O	18.298	2.436	-1.843	0.001	0.001	-0.002
O	6.295	7.612	-9.125	-0.001	-0.001	0.001
O	10.967	-20.671	-1.63	0.004	-0.001	0.001
O	12.931	10.662	-0.748	-0.001	-0.006	-0.004
O	15.613	13.039	-6.852	-0.001	0	0
O	9.739	14.613	-9.474	0.002	0	0.005
O	2.148	8.302	-1.261	-0.004	0.004	-0.007
O	23.607	3.453	-1.448	-0.001	-0.001	-0.001
O	15.247	17.985	-9.605	0	0.001	0.001
O	15.485	14.256	-9.219	0	0	0.001
O	16.73	10.802	-6.054	0	0.001	-0.001
O	22.292	15.781	-1.491	0.002	-0.002	-0.001
O	1.698	9.039	22.174	0.001	0.001	0
O	-0.756	13.738	17.879	0	0	0.002
O	6.935	-5.173	26.202	0	0.002	-0.003
O	23.542	5.301	24.588	0	0	-0.002
O	11.343	15.734	22.004	-0.001	-0.002	0
O	7.929	14.054	28.72	-0.002	-0.001	0.004
O	-4.84	16.221	18.234	-0.002	0.005	0.001
O	7.932	1.548	21.076	0	-0.001	0
O	0.788	21.234	16.254	0	0.002	0.002
O	2.619	19.449	15.92	0	0	0.002
O	3.562	13.509	23.064	0	0	-0.001
O	-12.614	17.514	14.613	-0.005	-0.004	-0.001
O	15.443	6.845	16.547	0.001	-0.001	-0.001
O	10.804	2.284	18.715	0	0	0
O	13.14	19.745	17.667	-0.001	0	0.002
O	13.766	-3.933	21.232	-0.001	0.002	0
O	9.915	17.501	16.5	0	0	0.003
O	8.957	6.483	23.035	0.001	0.002	-0.001
O	11.634	9.884	16.08	-0.001	0.003	0.001
O	9.777	7.702	14.538	-0.001	0	0.001
O	6.02	4.873	18.246	0	0	0.001
O	8.517	14.093	18.118	0.001	0.002	0.004
O	16.219	0.097	15.541	0.003	-0.003	-0.003
O	9.331	10.117	17.359	-0.003	-0.001	0
O	14.755	2.218	16.044	-0.001	0	0
O	11.375	-3.209	21.588	0	0.002	0.002
O	13.397	1.089	21.941	-0.001	-0.001	0
O	4.88	-4.577	21.574	0	0.001	0
O	9.559	11.456	23.062	-0.001	0.001	0
O	18.519	11.593	21.875	-0.001	0	0.001
O	30.004	-7.983	15.403	0.001	-0.001	-0.001
O	25.952	3.352	21.841	0	0	0
O	23.067	12.168	19.768	-0.001	0	0.002
O	5.862	17.506	19.392	0	0	0.001
O	13.78	15.322	18.868	-0.005	-0.003	-0.003
O	13.324	4.347	15.131	-0.001	-0.001	0.003
O	-0.591	4.682	23.741	0	0	0
O	12.838	2.971	20.172	0.001	0	0.001
O	30.993	3.438	21.887	-0.001	0.001	0
O	3.093	13.403	20.429	0	0	0.002
O	1.384	14.894	29.248	0.001	-0.001	-0.001
O	10.693	21.787	30.407	0	-0.001	0
O	14.189	6.774	26.38	0.001	0.001	-0.002
O	16.067	12.753	28.07	0.001	0	-0.005
O	-2.622	24.54	28.631	0	0	0.003
O	6.746	16.486	17.097	0	0	0.002
O	3.986	22.99	29.217	0.001	-0.002	0.002
O	3.574	20.138	18.664	0	0	0.002
O	9.537	22.705	25.546	-0.001	-0.001	-0.003
O	4.989	-2.439	18.763	0	-0.001	0.001
O	27.542	4.754	18.688	0	-0.001	0
O	18.112	4.412	20.395	0	0	0
O	-6.97	14.122	22.831	-0.001	-0.001	0
O	18.206	12.559	16.383	0	0	0.003
O	-10.471	-3.601	13.098	0.004	-0.003	0.001
O	7.544	25.403	18.901	0.001	0	-0.001
O	26.724	17.042	25.925	0.001	0	-0.001
O	17.978	7.295	17.118	0	0	0.002
O	5.815	0.529	21.972	0	0	0.001
O	20.24	23.931	21.86	0	0	0.001
O	8.243	-10.661	15.081	0.001	0	0
O	25.219	-8.195	21.012	-0.001	0	0.001
O	37.569	20.382	24.092	0	0	-0.001
O	16.063	11.266	17.321	0.003	0.002	0
O	2.1	10.847	18.376	0.002	-0.001	0
O	36.231	15.905	20.102	-0.001	0	0.001
O	14.073	27.469	24.001	0	0	0
O	5.468	-12.72	26.543	-0.001	-0.003	-0.003
O	4.669	11.197	18.512	-0.002	0.001	0.002
O	-4.581	13.649	18.346	0.002	0.002	-0.004
O	14.688	3.729	25.997	0.002	0	-0.002
O	-0.34	5.995	28.268	-0.002	0.001	-0.001
O	31.771	-6.053	28.874	-0.001	0.006	-0.004
O	25.808	20.477	24.313	0.002	0.001	-0.003
O	-8.108	-8.56	16.688	-0.001	0.002	0.001
O	21.562	15.329	23.963	-0.001	0	0.001
O	18.108	7.12	20.37	0.001	0.001	0.001
O	3.27	2.454	25.642	0	0	0
O	18.694	9.128	26.013	-0.002	0.001	0.001
O	-0.497	31.253	26.432	0.001	0	-0.002
O	-2.562	5.913	22.28	-0.002	0.002	0.001
O	3.766	-7.426	17.576	-0.001	0.003	0.004
O	10.427	-12.578	16.304	0	-0.002	-0.002
O	16.084	5.678	21.313	0	-0.001	0
O	17.189	3.254	25.559	0.001	0	0
O	2.924	-12.94	30.074	0.003	-0.001	0.005
O	21.929	29.032	24.469	0	0.001	-0.002
O	11.621	7.644	26.603	0.003	-0.001	-0.004
O	14.965	17.401	26.115	0.001	0	-0.001
O	1.518	9.945	16.011	0.001	0	0
O	6.986	26.381	21.298	0	0.001	0
O	12.484	16.426	24.247	0	0.001	-0.002
O	19.732	16.818	22.687	0	0	0
O	32.849	-10.563	25.849	-0.001	0	-0.002
O	8.741	24.532	30.569	0.001	0.002	0.003
O	28.57	1.998	15.685	-0.001	0.001	0.001
O	35.294	14.559	17.997	-0.001	-0.002	0.002
O	11.511	10.625	24.612	0.001	0.001	-0.002
O	16.054	16.65	28.361	0	0	-0.002
O	24.246	32.532	14.741	0.002	0.001	-0.002
O	37.788	19.752	15.207	-0.001	-0.001	0
O	22.94	12.575	17.187	-0.002	0.001	0.003
O	7.163	18.976	17.714	0	0	0.001
O	16.395	24.578	26.899	0.001	0.001	0
O	4.579	5.62	20.29	0	0.001	0.002
O	-17.063	12.469	25.482	0.001	0.001	-0.001
O	22.835	-2.558	26.617	0.001	-0.002	-0.001
O	-3.055	-3.1	28.364	-0.001	-0.001	0.003
O	3.267	18.508	20.691	0	-0.001	0.001
O	4.917	25.892	25.647	-0.002	0	-0.002
O	17.597	16.881	21.025	0.002	0	0
O	1.292	2.194	19.007	0	0	0.002
O	13.466	9.026	25.356	-0.002	0.001	-0.002
O	17.588	-5.713	27.76	-0.004	-0.004	0.004
O	8.999	16.638	18.774	0.003	-0.001	0.001
O	13.078	11.427	26.469	-0.001	-0.004	-0.004
O	17.861	-3.013	26.262	0	-0.002	-0.002
O	-10.859	-17.481	15.256	-0.006	0	0.002
O	20.362	17.482	29.021	0	0	0
O	3.32	-6.979	20.087	0	0	-0.001
O	12.458	6.751	24.339	-0.001	-0.001	0
O	0.245	5.765	18.711	0.001	0	0.001
O	3.914	6.278	17.836	0.001	-0.001	0.003
O	32.688	16.082	18.837	-0.001	0.001	0.002
O	12.858	14.996	16.388	0.001	-0.003	0.003
O	13.566	28.253	17.66	-0.001	0.002	0.001
O	9.177	23.833	27.745	-0.003	0	-0.001
O	23.667	28.823	22.273	0	0	0
O	5.791	22.291	22.565	0	0.001	-0.001
O	13.762	14.847	22.473	0.001	0	-0.001
O	11.406	17.013	30.045	0	-0.001	-0.004
O	26.682	6.285	16.657	0	0.001	0
O	21.626	17.881	24.45	0	0	-0.002
O	17.545	0.7	26.156	-0.001	0.001	0
O	24.969	4.827	17.898	-0.002	0.001	0.002
O	28.922	2.126	25.972	0	-0.001	-0.001
O	10.499	15.586	28.102	-0.001	0.001	-0.001
O	11.922	44.036	19.633	-0.001	0.005	0.004
O	9.02	1.474	28.162	0.001	-0.003	-0.002
O	20.152	14.11	25.724	0	0	-0.001

Results
free energy: -283313.705 eV
free energy less fixed offsets of O -570.45, Si -639.56 eV per atom: -0.345 eV

The program warned: the cutoff lies below the one the program advises for these potential files; the forces do not sum to zero within the program's tolerance; empty levels may hold ghost states of the PAW files; the exchange-correlation potential is rough where the density is thin.
